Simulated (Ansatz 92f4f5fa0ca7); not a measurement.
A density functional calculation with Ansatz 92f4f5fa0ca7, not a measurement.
Periodic cell of 221 atoms, Si132O86H3, from a study of silicon, its oxide and their interface. The atomic structure is a simulated model.

Settings
functional: PBE
potential files: Ansatz PAW
basis: plane waves
wave-function cutoff: 700 eV
density cutoff ratio: 5
exchange-correlation grid ratio: 1
k mesh: 2 x 2 x 1, shifted by 0.5 0.5 0.5 of a step
self-consistency stop: 5e-08 eV per atom in the density residual
occupations: fixed
spin: none
net charge: -1 e, with a uniform compensating background and no finite-size correction

Cell vectors (angstrom)
a 10.938 0 0
b 0 10.938 0
c 0 0 32.1424

Atoms: element, x, y, z (angstrom)
Si 10.7603 0.2338 24.6564
Si 5.763 10.5049 24.6347
Si 2.6169 3.0552 24.5554
Si 8.5491 2.4692 24.6917
Si 0.3154 5.2094 24.7552
Si 5.3512 5.6968 24.624
Si 3.0786 7.8802 24.684
Si 8.1275 8.4154 24.7488
Si 1.4848 1.3807 25.8713
Si 6.8665 1.3019 25.8777
Si 4.1731 4.1344 25.9585
Si 9.6709 4.0332 26.0444
Si 1.474 6.7952 26.0321
Si 6.9211 6.8162 25.9952
Si 4.1901 9.461 26.0285
Si 9.6545 9.614 26.0475
Si 2.7933 -0.0245 27.2815
Si 8.2211 0.0054 27.3767
Si 0.1221 2.6809 27.3746
Si 5.5195 2.696 27.2682
Si 2.8115 5.4406 27.4158
Si 8.2643 5.4218 27.3452
Si 0.0723 8.1885 27.349
Si 5.5488 8.1449 27.4253
Si 4.1353 1.3575 28.6724
Si 9.6166 1.3603 28.7263
Si 1.4203 4.0795 28.7508
Si 6.8628 4.0642 28.6906
Si 4.1528 6.8123 28.7773
Si 9.6093 6.8244 28.7086
Si 1.4162 9.5776 28.7019
Si 6.8757 9.5676 28.7523
Si 0.0213 -0.0213 30.088
Si 5.476 -0.0046 30.0838
Si 2.7675 2.7087 30.0905
Si 8.2261 2.7218 30.0839
Si 0.0234 5.4509 30.0885
Si 5.5056 5.4284 30.0998
Si 2.7535 8.1981 30.093
Si 8.2308 8.1884 30.0938
Si 1.3673 1.3673 31.4587
Si 6.8362 1.3673 31.4587
Si 4.1018 4.1018 31.4587
Si 9.5708 4.1018 31.4587
Si 1.3673 6.8362 31.4587
Si 6.8362 6.8362 31.4587
Si 4.1018 9.5708 31.4587
Si 9.5708 9.5708 31.4587
Si 2.7345 0 0.6835
Si 8.2035 0 0.6835
Si 0 2.7345 0.6835
Si 5.469 2.7345 0.6835
Si 2.7345 5.469 0.6835
Si 8.2035 5.469 0.6835
Si 0 8.2035 0.6835
Si 5.469 8.2035 0.6835
Si 4.0865 1.3872 2.0502
Si 9.5605 1.3627 2.0655
Si 1.3491 4.1132 2.0538
Si 6.7817 4.1397 2.0176
Si 4.0719 6.8634 2.0756
Si 9.5407 6.8731 2.0535
Si 1.3322 9.5892 2.0463
Si 6.833 9.5712 2.0622
Si -0.0415 -0.0363 3.471
Si 5.4304 -0.0022 3.3946
Si 2.7021 2.7391 3.4376
Si 8.0989 2.7394 3.3337
Si -0.0408 5.5032 3.386
Si 5.4566 5.5003 3.4473
Si 2.6676 8.2411 3.4253
Si 8.1888 8.2263 3.4857
Si 1.332 1.3493 4.7984
Si 6.7918 1.3682 4.7498
Si 4.0834 4.1222 4.7951
Si 9.3825 4.1885 4.6273
Si 1.259 6.9009 4.7898
Si 6.7904 6.8869 4.8644
Si 3.9889 9.6769 4.7682
Si 9.5498 9.5406 4.9318
Si 2.5913 -0.0336 6.2721
Si 8.14 0.0487 6.2052
Si -0.2178 2.7712 5.8594
Si 5.4064 2.6934 6.15
Si 2.7146 5.5572 6.077
Si 8.1536 5.4857 6.2266
Si 0.0074 8.2228 6.3576
Si 5.3706 8.3278 6.1143
Si 4.2134 1.1745 7.547
Si 9.3035 1.7065 7.4421
Si 1.0285 4.2846 7.058
Si 6.9782 3.8388 7.4653
Si 3.8076 7.1736 7.4322
Si 9.8315 6.4836 7.6349
Si 1.4905 9.4161 7.8547
Si 6.4753 9.9037 7.4917
O 2.7091 8.2101 8.0543
O 8.1537 2.782 7.9985
O 4.2149 6.7907 24.1104
O 9.6328 1.3497 24.1306
O 5.3617 0.0795 8.0483
O 0.051 5.3211 7.8958
O 1.4075 4.1128 24.1739
O 6.9831 9.4762 24.2163
H 7.0673 9.2638 8.7078
O 4.5862 6.5213 8.7311
O 9.3116 6.7475 9.2085
O 3.6857 1.9064 8.9727
O 1.5863 3.09 8.0337
O 6.2019 4.4071 8.8209
O 10.1181 1.1408 8.7704
H 0.3709 10.5117 23.4292
H 2.4503 8.5015 23.4765
O 10.6572 5.8967 23.3906
O 6.0247 5.0334 23.2553
O 4.9965 10.7588 23.1957
O 7.9873 3.2345 23.3498
O 8.8452 7.8543 23.3778
O 3.3283 2.7028 23.0978
Si 6.6018 1.4997 15.409
Si 4.9699 10.7733 21.572
Si 7.7481 7.5899 16.0145
Si 6.0016 1.512 12.2127
Si 0.8179 0.0283 17.2705
Si 1.1802 1.5295 14.4857
Si 6.5145 5.2598 17.8536
Si 10.7176 1.3157 10.2751
Si 7.3152 4.4135 22.467
Si 3.1004 8.7996 17.1442
Si 4.0623 5.4433 19.8242
Si 5.3231 4.764 15.1314
Si 0.1398 10.0983 12.4468
Si 1.9677 2.0291 19.1569
Si 9.5199 6.6523 22.5246
Si 8.5115 3.2216 11.5726
Si 0.2229 7.5587 19.931
Si 3.2124 5.1535 11.2733
Si 9.3344 9.4325 18.017
Si 4.9291 1.7082 17.9953
Si 6.998 3.1135 19.5826
Si 0.3348 4.5158 15.3855
Si 2.7489 6.6017 14.9543
Si 5.6257 5.6931 9.6436
Si 8.503 8.1479 12.9808
Si 2.7331 8.1 12.2482
Si 3.5783 2.6279 21.4913
Si 8.4157 6.2539 10.4834
Si 6.9989 0.1546 19.4733
Si 8.2713 3.9224 14.6707
Si 3.6598 2.9724 13.2603
Si 3.2546 8.3268 20.2226
Si 5.602 9.6993 15.5548
Si 5.5513 9.5055 12.4979
Si 2.3493 2.7481 9.406
Si 1.3329 4.9272 18.4457
O 1.4658 9.1578 12.0883
O 8.4886 4.6401 10.7716
O 4.2226 9.7539 16.4292
O 4.2622 5.9592 14.7875
O 4.5701 2.2928 12.0879
O 6.4477 10.4924 20.8978
O 7.1508 2.3127 11.3724
O 2.6696 7.7648 13.8382
O 5.5095 2.8958 18.942
O 2.2671 1.9777 20.7559
O 4.6087 3.456 14.4926
O 8.8066 8.4895 16.8239
O 8.8736 7.0198 11.8582
O 1.2538 0.9416 16.0024
O 6.3684 1.4875 13.8042
O 4.8258 5.2581 11.0113
O 9.6147 4.7145 15.2641
O 0.4592 0.3728 13.5546
O 0.4988 6.1194 19.1875
O 1.6174 8.3012 20.3833
O 3.7934 6.8333 20.6829
O 7.6187 4.2199 18.5306
O 2.5985 4.2221 10.0867
O 6.2754 8.2647 15.871
O 6.7775 10.8416 15.8105
O 5.0896 9.8319 14.0253
O 2.9321 4.2998 12.6501
O 2.562 6.6684 11.4202
O 7.4548 6.3228 17.0284
O 2.6427 1.8337 13.8278
O 7.8491 2.5824 15.5918
O 9.8161 2.4039 11.0886
O 5.4742 4.6485 16.7465
O 5.5273 5.7221 19.1003
O 7.018 8.7521 12.5662
O 3.3158 1.8393 18.2067
O 5.8163 10.9109 11.6907
O 1.695 9.6037 17.2251
O 0.5181 3.0301 14.695
O 5.6509 0.3235 18.529
O 8.6796 3.4897 13.17
O 2.9321 5.2774 18.63
O 7.722 1.64 19.6135
O 6.8646 6.6353 10.1308
O 10.2268 7.2872 21.2216
O 5.3627 1.891 16.4294
O 0.7373 4.7186 16.9494
O 1.0226 0.8012 18.6952
O 1.4292 5.6063 14.7427
O 3.9337 4.1256 20.8482
O 8.0844 10.0533 18.8654
O 9.7696 9.2243 12.9924
O 10.3201 8.5709 18.9776
O 10.1704 10.6097 17.2567
O 1.3379 1.8383 10.321
O 4.6732 1.4217 21.212
O 10.6297 -0.1125 11.0611
O 3.6432 8.4977 18.6465
O 2.7579 7.3794 16.3996
O 8.3708 5.5878 22.0847
O 8.3653 7.4575 14.486
O 6.8608 3.7252 21.0699
O 4.2357 8.7169 11.8675
O 6.8884 4.8606 14.5696
O 3.9076 9.6022 21.0515
O 1.1426 3.4265 19.0387

Results
free energy: -132883.401 eV
free energy less fixed offsets of H -17.10, O -569.03, Si -635.61 eV per atom: 4.999 eV

Forces (eV/angstrom), in the order of the atoms: element, x, y, z
Si -0.0352 0.0103 -0.0155
Si 0.0118 -0.0278 -0.0539
Si -0.0079 0.0248 -0.0541
Si 0.0199 -0.0015 -0.0412
Si 0.0049 -0.0183 -0.0463
Si -0.0127 0.0044 -0.0446
Si 0.0307 -0.0199 -0.0159
Si -0.0041 0.0179 -0.0451
Si -0.0094 0.0025 0.0173
Si 0.0071 -0.0096 0.0158
Si -0.0029 -0.0011 0.0022
Si 0.0005 0.0168 -0.0041
Si 0.011 0.0163 0.0118
Si -0.0143 -0.0028 0.0089
Si -0.0213 -0.0063 0.0056
Si 0.0071 -0.0071 -0.0035
Si -0.0215 0.0023 0.0017
Si -0.0125 0.0058 -0.0096
Si 0.0003 -0.0093 -0.0055
Si 0.0102 -0.0076 0.0127
Si 0.0151 -0.0115 -0.0118
Si -0.0026 0.0037 0.001
Si 0.0078 0.0058 -0.0079
Si -0.0026 -0.0091 -0.0099
Si 0.0062 0.0118 -0.0032
Si 0.0019 0.0008 -0.0233
Si -0.0006 -0.0007 -0.0107
Si -0.0053 0.0022 -0.02
Si -0.0033 0.0039 -0.0197
Si -0.0081 -0.0006 -0.0046
Si 0.0031 0.0082 -0.0073
Si 0.0041 0.006 -0.0093
Si 0.0021 -0.0076 -0.0159
Si -0.0084 0.0071 0.0041
Si 0.0204 -0.0184 0.0044
Si 0.004 -0.0027 0.0033
Si -0.0107 0.0158 0.0023
Si 0.0057 -0.0026 -0.0059
Si -0.0027 0.0034 -0.0126
Si 0.0196 -0.0166 -0.0002
Si 0.1076 -0.0885 -0.0599
Si 0.0606 0.001 -0.0413
Si 0.1215 -0.2101 0.0274
Si 0.0152 0.0075 0.0033
Si 0.0225 0.0145 -0.0106
Si 0.1385 -0.1336 -0.0266
Si 0.0381 0.0428 0.0344
Si 0.1658 -0.0769 0.0006
Si -0.1317 0.0906 0.0588
Si -0.0064 -0.0513 0.0383
Si -0.0246 -0.0731 0.0746
Si -0.3 0.1223 -0.1828
Si -0.0023 0.0586 0.0944
Si -0.0346 0.2008 -0.007
Si -0.1545 0.0983 -0.071
Si -0.0429 -0.0016 0.1163
Si -0.011 0.0193 -0.0004
Si 0.0093 -0.0076 0.0141
Si -0.0032 0 0.0117
Si -0.0141 0.0025 0.0135
Si 0.0061 -0.0075 0.0043
Si -0.0085 0.01 -0.0059
Si -0.0044 0.0063 -0.0098
Si -0.0006 -0.0046 0.0114
Si -0.0006 -0.0013 0.0061
Si 0.0132 0.0015 -0.0171
Si 0.0069 -0.0022 0.0005
Si -0.0025 -0.0037 0.0107
Si 0.024 0.0153 -0.0076
Si -0.0007 -0.0098 0.0109
Si -0.0065 -0.005 0.0171
Si -0.003 -0.0029 -0.0052
Si 0.0183 -0.0229 -0.0003
Si -0.0016 0.0129 0.0174
Si -0.0069 -0.0055 -0.011
Si -0.0114 0.0046 0.0115
Si -0.0083 0.0105 -0.0125
Si 0.0139 -0.0021 -0.0076
Si -0.0007 0.0074 -0.0038
Si 0.0103 -0.0032 -0.0136
Si -0.0253 -0.0388 -0.0094
Si -0.01 0.0116 -0.0244
Si -0.0297 -0.0302 0.0165
Si -0.0047 -0.0023 0.0116
Si -0.0227 -0.0002 -0.0019
Si 0.0239 -0.0112 0.0015
Si 0.0353 0.0413 -0.0034
Si 0.0284 0.0077 0.0023
Si 0.0104 -0.0018 0.0453
Si 0.011 0.0415 0.0337
Si -0.0191 -0.0035 0.0273
Si 0.0016 -0.0095 0.0068
Si -0.0183 0.013 0.0556
Si 0.0198 -0.0344 0.0409
Si 0.0136 -0.0019 0.0938
Si -0.0429 0.0091 0.0216
O 0.0051 -0.0091 -0.0165
O -0.0029 -0.0106 0.0137
O 0.0016 0.0009 -0.0105
O 0.0036 -0.0001 -0.0128
O 0.0058 -0.0051 0.0141
O -0.0065 0.0109 0.0254
O 0.0131 -0.0035 -0.0171
O -0.0061 0.0065 -0.0177
H -0.001 0.0061 -0.0057
O 0.0047 -0.0121 -0.0063
O -0.0114 -0.0067 0
O -0.0079 -0.011 -0.0123
O 0.0231 0.0166 0.0229
O 0.0101 0.0223 0.0002
O -0.011 0.0222 0.0001
H 0.0027 0.0031 0.0048
H -0.0001 -0.0015 0.0058
O -0.0115 -0.0018 0.0081
O 0.0099 0.0045 0.0139
O 0.0192 -0.0008 0.0021
O -0.0029 0.0023 0.0115
O -0.0054 -0.0187 0.0062
O -0.0145 0.0025 -0.0003
Si 0.0051 0.002 -0.0039
Si 0.0118 -0.0082 0.0005
Si 0.0046 -0.0046 -0.0073
Si -0.0004 0 -0.0114
Si -0.0052 0.0001 -0.004
Si 0.0008 -0.0048 -0.0073
Si 0.0053 0.0041 -0.0046
Si 0.0089 -0.0003 -0.0031
Si 0.0048 0.003 -0.0033
Si 0.0012 -0.0033 -0.0044
Si 0.0031 0.0023 -0.0109
Si -0.0027 0.003 -0.0035
Si 0.0002 0.0124 -0.0086
Si -0.0056 -0.0041 -0.0027
Si -0.0048 0.0011 -0.0008
Si 0.0033 0.0004 -0.0079
Si -0.0043 0.0024 -0.0023
Si -0.0061 -0.0016 -0.0101
Si 0.0015 0.0029 -0.0069
Si -0.0016 -0.0004 -0.0087
Si 0.006 0.0031 -0.0041
Si 0.0019 0.0011 -0.0031
Si -0.0018 0.0099 -0.0049
Si 0.0019 -0.0037 -0.0057
Si 0.008 -0.0088 0.0033
Si -0.0075 -0.005 -0.0073
Si -0.0018 -0.0065 -0.0014
Si -0.0015 -0.0004 -0.0074
Si 0.0041 -0.0057 0
Si 0.0075 -0.0056 -0.0042
Si -0.0054 -0.0002 -0.0054
Si -0.0054 0.0018 -0.0106
Si -0.0038 -0.0016 -0.0057
Si -0.0043 0.0032 -0.0058
Si -0.0045 0.0047 -0.0149
Si -0.0044 0.0003 -0.0071
O -0.0036 0 0.0111
O 0.0001 0.008 0.0159
O -0.0148 -0.0156 0.0071
O -0.0023 -0.0023 0.013
O 0.0109 0.0017 0.0236
O -0.0218 0.0139 -0.0122
O 0.0046 0.0004 0.0271
O 0.0086 -0.0206 -0.0075
O 0.0149 -0.0231 -0.0025
O 0.0168 0.009 -0.0039
O 0.0075 -0.0017 -0.0117
O -0.0133 0.0023 0.0095
O -0.0165 0.0082 -0.0039
O -0.0066 -0.0132 0.0076
O -0.0006 0.007 -0.016
O -0.0201 0.0061 -0.0129
O -0.0069 -0.0029 -0.0066
O 0.0076 -0.0031 -0.0035
O 0.0126 0.0112 0.0039
O 0.006 -0.0176 -0.0129
O -0.0113 -0.0026 -0.013
O -0.0174 0.0064 0.0178
O 0.0096 -0.0056 0.0219
O 0.0113 0.0152 -0.0074
O -0.0072 -0.0216 -0.0172
O 0.0236 -0.0115 0.0012
O 0.024 -0.0122 -0.0113
O 0.0222 -0.0026 0.025
O -0.0027 -0.0085 0.008
O -0.0043 0.0126 0.003
O -0.0178 0.0144 -0.0199
O -0.0075 -0.0087 -0.0073
O 0.0055 0.0124 -0.0158
O -0.0075 -0.0105 -0.0023
O 0.0023 0.0045 0.0045
O -0.0036 -0.0048 0.0087
O -0.0012 0.0033 0.032
O 0.0053 0.015 0.0038
O 0.0053 0.01 0.0029
O 0.0221 0.0274 0.0185
O -0.0145 0.0023 0.0024
O 0.0002 0.0023 0.0263
O -0.0323 -0.005 -0.0061
O 0.0115 -0.0259 0.0017
O 0.0062 -0.0083 0.0001
O 0.0058 0.0063 0.0249
O -0.0094 0.0065 0.0079
O 0.0129 0.0067 -0.0094
O 0.0085 0.005 0.0017
O -0.011 -0.0006 -0.0011
O 0.0072 0.0064 -0.0025
O -0.0013 -0.0092 -0.0163
O 0.0035 0.0005 -0.0011
O 0.012 -0.0132 0.0104
O -0.0142 0.0061 -0.0062
O -0.0169 0.0091 0.0114
O 0.01 0.0148 0.0161
O -0.021 0.0016 0.0117
O 0.0076 0.0086 -0.0017
O 0.002 -0.0019 0.0174
O -0.0076 0.0209 -0.0102
O 0.009 -0.0014 -0.0096
O -0.0084 -0.0011 0.0103
O -0.0068 -0.0246 0.0109
O 0.0128 -0.0042 -0.0021
O 0.0052 0.0002 -0.0014

The program warned: the cutoff lies below the one the program advises for these potential files; the forces do not sum to zero within the program's tolerance; the exchange-correlation potential is rough where the density is thin.
